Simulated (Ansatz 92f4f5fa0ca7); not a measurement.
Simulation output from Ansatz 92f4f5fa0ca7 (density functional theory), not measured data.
Periodic cell of 236 atoms, Si145O89P2, from a study of silicon, its oxide and their interface. The atomic structure is a simulated model.
Doubt: the cutoff is far below the 930 eV that the study's wrapper takes by default for these files, so forces and energies are approximate.

Settings
functional: PBE
potential files: Ansatz PAW
basis: plane waves
wave-function cutoff: 580 eV
density cutoff ratio: 5
exchange-correlation grid ratio: 1
k mesh: 1 x 1 x 1, Gamma-centred
self-consistency stop: 5e-08 eV per atom in the density residual
occupations: fixed
spin: none
net charge: 0

Cell vectors (angstrom)
a, 11.6015, 0, 0
b, 0, 10.938, 0
c, 0, 0, 32.0622

Atoms: element, x, y, z (angstrom)
Si, -0.1978, -0.0649, 23.2726
Si, 3.6642, 0.1957, 23.0973
Si, 7.5497, -0.1448, 23.4476
Si, 1.6852, 1.3771, 23.4072
Si, 5.7303, 1.3957, 23.1949
Si, 9.4378, 1.2233, 23.3776
Si, 0.1556, 5.3089, 23.4609
Si, 4.1171, 5.2964, 23.3999
Si, 8.0276, 5.6057, 23.5452
Si, 2.152, 6.5797, 23.3703
Si, 5.9636, 6.767, 23.48
Si, 10.0049, 6.8646, 23.5958
Si, 1.8985, 2.6629, 25.3769
Si, 5.8248, 2.6498, 25.2589
Si, 9.6247, 2.6844, 25.2729
Si, 11.5921, 4.0022, 25.387
Si, 3.8883, 3.9691, 25.3239
Si, 7.7357, 4.0878, 25.3424
Si, 1.9676, 8.1476, 25.1923
Si, 5.7682, 8.168, 25.3618
Si, 9.707, 8.2637, 25.4264
Si, 11.6357, 9.5598, 25.2619
Si, 3.8578, 9.5857, 25.0718
Si, 7.6845, 9.5169, 25.41
Si, 11.6473, -0.011, 27.2044
Si, 3.8973, -0.057, 27.1212
Si, 7.7544, -0.0181, 27.2864
Si, 1.9825, 1.3102, 27.2738
Si, 5.8242, 1.3187, 27.2094
Si, 9.6915, 1.3285, 27.2139
Si, 11.5892, 5.4693, 27.2367
Si, 3.8423, 5.4187, 27.2162
Si, 7.7072, 5.4611, 27.2637
Si, 1.9344, 6.8243, 27.1795
Si, 5.7535, 6.7983, 27.2716
Si, 9.6516, 6.8152, 27.2806
Si, 1.9447, 2.72, 29.173
Si, 5.7887, 2.7102, 29.14
Si, 9.68, 2.725, 29.1427
Si, 0.0112, 4.0964, 29.1639
Si, 3.8612, 4.0853, 29.1696
Si, 7.7266, 4.0773, 29.177
Si, 1.9392, 8.1848, 29.1334
Si, 5.7863, 8.191, 29.1801
Si, 9.6699, 8.2043, 29.19
Si, 0.0077, 9.5596, 29.1441
Si, 3.8701, 9.5634, 29.1154
Si, 7.7305, 9.5442, 29.1962
Si, 0, 0, 31.0965
Si, 3.8672, 0, 31.0965
Si, 7.7343, 0, 31.0965
Si, 1.9336, 1.3673, 31.0965
Si, 5.8008, 1.3673, 31.0965
Si, 9.6679, 1.3673, 31.0965
Si, 0, 5.469, 31.0965
Si, 3.8672, 5.469, 31.0965
Si, 7.7343, 5.469, 31.0965
Si, 1.9336, 6.8362, 31.0965
Si, 5.8008, 6.8362, 31.0965
Si, 9.6679, 6.8362, 31.0965
Si, 1.9336, 2.7345, 0.9679
Si, 5.8008, 2.7345, 0.9679
Si, 9.6679, 2.7345, 0.9679
Si, 0, 4.1018, 0.9679
Si, 3.8672, 4.1018, 0.9679
Si, 7.7343, 4.1018, 0.9679
Si, 1.9336, 8.2035, 0.9679
Si, 5.8008, 8.2035, 0.9679
Si, 9.6679, 8.2035, 0.9679
Si, 0, 9.5708, 0.9679
Si, 3.8672, 9.5708, 0.9679
Si, 7.7343, 9.5708, 0.9679
Si, 11.5816, 0.0096, 2.8863
Si, 3.8464, 0.009, 2.9115
Si, 7.7261, 0.0093, 2.8963
Si, 1.917, 1.3374, 2.8522
Si, 5.7986, 1.3536, 2.8716
Si, 9.6408, 1.3756, 2.9101
Si, 11.5579, 5.5025, 2.8656
Si, 3.8554, 5.4551, 2.9425
Si, 7.702, 5.5104, 2.9026
Si, 1.9157, 6.807, 2.8731
Si, 5.7682, 6.8599, 2.9164
Si, 9.6338, 6.8812, 2.9389
Si, 1.8565, 2.7152, 4.7467
Si, 5.8251, 2.7337, 4.7781
Si, 9.5612, 2.8118, 4.8019
Si, 11.5246, 4.1101, 4.7552
Si, 3.8669, 4.0199, 4.8661
Si, 7.6951, 4.2252, 4.8826
Si, 1.9104, 8.1344, 4.8025
Si, 5.7468, 8.2743, 4.8292
Si, 9.6104, 8.2843, 4.8777
Si, 11.5961, 9.5568, 4.789
Si, 3.7734, 9.5682, 4.8297
Si, 7.6849, 9.6655, 4.878
Si, 11.4936, 0.1743, 6.5704
Si, 3.6001, 0.153, 6.6597
Si, 7.6395, 0.0644, 6.8833
P, 1.7644, 1.5071, 6.6929
Si, 5.655, 1.3515, 6.6889
Si, 9.5957, 1.5329, 6.7899
Si, 11.5445, 5.496, 6.6652
Si, 3.9771, 5.3242, 6.8661
Si, 7.7368, 5.6713, 6.8428
Si, 2.0056, 6.6221, 6.6591
Si, 5.777, 6.9374, 6.7701
Si, 9.7593, 7.0341, 6.8991
O, 9.9977, 8.008, 8.2594
O, 7.6295, 9.9173, 8.1755
O, 7.474, 4.7192, 8.1898
O, 3.2369, 10.4588, 8.1794
O, 2.0323, 7.5889, 7.9947
O, 4.142, 4.4916, 8.3572
O, 9.8379, 2.4426, 8.1798
O, 11.5079, 4.5304, 8.0126
O, 5.5883, 2.4122, 7.9943
O, 5.7774, 7.9552, 8.1034
O, 11.3211, 10.3358, 8.0302
O, 11.2601, 10.0841, 21.7966
O, 3.23, 10.7115, 21.5157
O, 5.779, 7.7607, 22.153
O, 4.2174, 4.4472, 21.9524
O, 7.6848, 9.6759, 22.1889
O, 10.3226, 7.6593, 22.1728
O, 1.6202, 2.4037, 22.1018
O, 5.9456, 2.4361, 21.8935
O, 8.4342, 4.706, 22.2058
O, -0.0746, 4.4475, 22.0369
O, 2.3292, 7.3619, 21.9236
O, 9.1241, 1.9016, 21.8938
Si, 1.9037, 7.8488, 9.5727
Si, 5.051, 0.5733, 17.6764
Si, 2.5284, 5.4089, 13.9658
Si, 10.5265, 3.9297, 14.0112
Si, 8.3095, 2.3903, 15.2961
Si, 9.5415, 2.2388, 20.3619
Si, 10.6043, 3.6351, 9.0202
Si, 0.0516, 2.3471, 11.5596
Si, 11.0719, 8.1749, 15.3843
Si, 5.1894, 6.9207, 14.0037
Si, 6.0029, 2.6823, 11.2289
Si, 8.5801, 7.662, 19.3817
Si, 8.1084, 4.8383, 20.6203
Si, 5.9501, 9.5785, 15.1954
Si, 2.1084, 7.6331, 20.339
Si, 1.9164, 4.8917, 18.7695
Si, 4.4906, 3.4286, 18.0352
Si, 8.5363, 8.9326, 16.814
Si, 0.8977, 9.4991, 13.2675
Si, 9.9598, 10.6719, 11.6893
Si, 5.3439, 3.6976, 21.0256
Si, 0.6131, 5.5353, 16.2191
Si, 10.7869, 9.2081, 9.0748
Si, 6.5706, 8.8883, 21.2847
Si, 7.1504, 7.1693, 11.4847
Si, 2.7269, 0.7753, 12.2184
Si, 10.887, 8.6787, 21.0388
Si, 6.034, 4.3155, 15.6781
Si, 7.1677, 0.4523, 13.0163
P, 4.1727, 2.8722, 8.7157
Si, 0.9084, 6.7599, 11.8689
Si, 6.5203, 9.0702, 9.0481
Si, 0.6611, 3.2879, 21.1383
Si, 9.8142, 6.5822, 12.8762
Si, 7.8672, 4.589, 9.7656
Si, 3.9928, 10.0613, 20.2121
Si, 4.3436, 3.0395, 13.5455
Si, 3.8048, 10.1053, 9.6742
Si, 8.0797, 0.7853, 18.0477
O, 11.4591, 3.3219, 12.838
O, 9.4946, 4.5488, 9.814
O, 8.7969, 3.5917, 19.857
O, 4.0618, -0.09, 18.7933
O, 11.3007, 4.6019, 15.267
O, 9.8672, 9.8752, 10.2557
O, 3.8564, 1.5442, 13.1191
O, 0.6771, 9.1221, 14.8396
O, 6.4901, 0.9883, 18.3551
O, 4.7369, 3.1459, 19.6271
O, 6.4013, 1.1919, 11.7705
O, 0.5356, 8.7001, 9.8276
O, 5.6601, 4.304, 17.2762
O, 8.4912, 7.3358, 12.369
O, 4.6902, 2.7996, 10.2468
O, 2.0984, 5.5882, 15.5263
O, 3.3894, 0.1732, 10.8671
O, 5.9377, 7.1761, 12.5705
O, 2.2865, 6.3512, 19.3701
O, 0.6617, 4.9418, 17.7317
O, 8.5008, 10.6575, 12.4209
O, 5.4232, 10.1467, 9.5724
O, 0.5978, 8.207, 20.1991
O, 9.7638, 2.6564, 14.6551
O, 2.0949, 10.5833, 13.1985
O, 9.9873, 9.1176, 16.1208
O, 6.1811, 10.3147, 13.7499
O, 7.4955, 1.5193, 14.1989
O, 1.6193, 3.9188, 20.0146
O, 5.8931, 5.776, 14.9545
O, 7.3786, 8.948, 15.6823
O, 1.5282, 1.7216, 11.7037
O, 7.1164, 8.3759, 10.3925
O, 4.3138, 1.9772, 17.2982
O, 7.3069, 3.2197, 10.4338
O, 11.6381, 7.0475, 16.4016
O, 8.2967, 10.1476, 17.8317
O, 3.2386, 8.6279, 10.0701
O, 7.578, 3.8264, 15.534
O, 3.1441, 4.3052, 17.9002
O, 2.9824, 3.9039, 13.5956
O, 1.395, 8.2013, 12.4391
O, 1.2508, 5.67, 13.0085
O, 5.0065, 8.2924, 14.8725
O, 11.1628, 2.3815, 20.3433
O, 11.0715, 10.002, 12.6676
O, 5.4941, 3.5753, 12.4997
O, 5.0557, 3.1919, 14.9948
O, 6.477, 4.7897, 20.5541
O, 8.4901, 1.6088, 16.7068
O, 10.4243, 1.2769, 11.4643
O, 10.8999, 6.6548, 11.6542
O, 3.2593, 8.6647, 19.85
O, 1.7162, 6.4909, 10.4721
O, 7.1638, 8.1941, 19.9582
O, 8.5129, 7.5878, 17.7487
O, 3.6971, 6.4536, 13.596
O, 9.5228, 5.0391, 13.3319
O, 5.5223, 9.9888, 20.7516
O, 10.3655, 7.4126, 14.1439
O, 8.7716, 6.1536, 19.9483
O, 7.2068, 5.7913, 10.6273
O, 5.2905, 10.548, 16.3559
O, 9.04, 1.1171, 19.3103
O, 11.6566, 3.1129, 10.1289
O, 9.7371, 8.701, 19.885

Results
free energy: -144302.267 eV
free energy less fixed offsets of O -568.88, P -755.39, Si -635.61 eV per atom: 2.283 eV

Forces (eV/angstrom), in the order of the atoms: element, x, y, z
Si, -0.0163, 0.0115, 0.0174
Si, 0.0109, 0.0168, 0.0071
Si, -0.0039, 0.0152, 0.0036
Si, 0.0008, -0.0152, -0.0067
Si, 0.0016, -0.0188, 0.0087
Si, 0.0211, 0.0023, 0.0238
Si, -0.0195, 0.0129, 0.0002
Si, 0.0097, 0.011, 0.0145
Si, 0.0015, -0.0073, -0.0007
Si, 0.0034, -0.0071, 0.0057
Si, -0.0017, -0.0188, 0.0006
Si, 0.0126, -0.0035, 0.0071
Si, 0.0079, -0.0028, -0.0044
Si, 0.0098, -0.0015, -0.0168
Si, -0.0083, -0.0124, -0.0137
Si, 0.0056, 0.0023, 0.0028
Si, -0.003, 0.0054, 0.0069
Si, 0.0064, 0.0167, 0.0109
Si, 0.0004, 0.0005, 0.0058
Si, 0.0002, -0.0006, 0.0139
Si, -0.0066, -0.0084, 0.0105
Si, 0, 0.0145, -0.0174
Si, 0.0126, 0.0056, -0.0156
Si, 0.0077, 0.0007, -0.0063
Si, -0.0065, -0.0132, 0.0026
Si, 0.0024, 0.0053, -0.0158
Si, 0.0061, -0.0202, 0.0143
Si, 0.0036, 0.0145, 0.0107
Si, -0.0069, -0.0062, -0.0076
Si, 0.0069, 0.0031, -0.0063
Si, 0.0012, -0.0016, 0.0075
Si, -0.0037, 0.007, 0.0129
Si, 0.0021, -0.0131, 0.0079
Si, -0.0031, -0.0158, -0.0106
Si, 0.0137, -0.0071, 0.0089
Si, -0.012, 0.0058, 0.0108
Si, -0.0463, -0.0156, -0.0196
Si, 0.0123, 0.0129, 0.0445
Si, -0.0222, -0.0073, 0.0432
Si, 0.0181, -0.0047, -0.0106
Si, 0.026, 0.0103, -0.0119
Si, 0.0151, 0.001, -0.0395
Si, 0.0065, -0.0072, 0.0147
Si, 0.0275, 0.0064, -0.0666
Si, 0.0252, -0.0187, -0.0662
Si, 0.0041, 0.0328, 0.0501
Si, -0.0392, 0.0338, 0.0959
Si, -0.0215, 0.0124, -0.0358
Si, 0.0391, -0.0435, -0.133
Si, -0.0286, -0.0037, -0.2578
Si, -0.0483, 0.0514, 0.1226
Si, -0.0203, -0.0344, 0.0586
Si, -0.0265, -0.0517, -0.0843
Si, 0.0128, -0.0571, -0.094
Si, 0.0107, -0.0378, -0.0074
Si, 0.0106, 0.0518, 0.0217
Si, -0.0136, -0.0221, 0.0267
Si, 0.0076, -0.0021, -0.1469
Si, -0.0391, -0.1157, 0.1442
Si, 0.0331, -0.1479, 0.1651
Si, 0.0036, 0.0555, -0.1563
Si, -0.0288, 0.0538, -0.1679
Si, -0.0033, 0.0534, 0.0126
Si, -0.0861, 0.0202, -0.1049
Si, 0.0236, -0.0053, 0.1921
Si, -0.039, 0.077, 0.1762
Si, 0.0329, 0.0243, -0.0427
Si, -0.0835, 0.0198, 0.0307
Si, -0.0455, 0.0582, 0.119
Si, -0.0944, -0.0215, -0.1013
Si, 0.0241, -0.0408, 0.0089
Si, 0.0334, -0.0135, 0.0466
Si, -0.0156, -0.0532, -0.025
Si, 0.0854, -0.0462, -0.1112
Si, -0.0299, -0.0582, -0.0415
Si, -0.0278, 0.2215, 0.0266
Si, 0.0162, 0.041, 0.0218
Si, -0.0021, 0.0149, 0.0215
Si, -0.0404, -0.0155, 0.033
Si, -0.0039, -0.041, -0.0234
Si, 0.0416, 0.012, -0.0294
Si, 0.0245, -0.0148, -0.045
Si, 0.0017, 0.0378, -0.0191
Si, -0.0927, -0.0421, -0.0087
Si, -0.0609, -0.0633, 0.4139
Si, -0.0129, -0.0116, 0.0224
Si, 0.0207, -0.0103, 0.0713
Si, 0.0809, -0.0089, -0.0143
Si, -0.073, 0.0769, -0.0432
Si, -0.0122, 0.0414, -0.0321
Si, -0.0107, -0.0108, 0.014
Si, 0.0607, -0.0055, -0.0171
Si, 0.0623, -0.1013, -0.0547
Si, -0.1717, -0.0167, 0.1868
Si, 0.0608, 0.0176, 0.1835
Si, 0.0121, -0.0106, 0.0452
Si, 0.1656, -0.244, 0.0831
Si, -0.4963, -0.04, 0.4853
Si, 0.0661, -0.1117, -0.024
P, -0.0352, 0.2586, -0.25
Si, 0.1283, 0.0659, -0.0279
Si, -0.0824, 0.0294, 0.0255
Si, 0.1501, -0.0852, -0.0248
Si, 0.1616, 0.1216, 0.0321
Si, 0.091, -0.0083, 0.0562
Si, -0.1009, -0.0685, 0.0597
Si, 0.034, 0.0142, 0.0277
Si, -0.0971, 0.0069, -0.0353
O, 0.0437, -0.009, 0.0535
O, -0.0218, 0.0044, 0.038
O, -0.0407, -0.0022, 0.0095
O, 0.1636, 0.008, -0.1002
O, 0.0179, 0.022, 0.0051
O, 0.067, 0.1098, -0.2377
O, -0.006, 0.0066, -0.0295
O, -0.0742, 0.0062, 0.0571
O, 0.0287, 0.1333, 0.0555
O, 0.0051, -0.0425, 0.0139
O, 0.006, -0.0439, 0.0067
O, 0.0077, -0.0092, -0.0101
O, -0.0008, 0.0014, -0.0037
O, 0.007, 0.0073, -0.0037
O, -0.0012, -0.0054, -0.0121
O, 0.0017, -0.0126, -0.0081
O, 0.001, 0.0032, -0.0064
O, 0.0062, -0.0012, -0.0004
O, 0.0029, 0.0084, -0.0068
O, 0.0012, 0.0039, -0.0065
O, 0.0066, -0.0051, -0.006
O, 0.0005, -0.0123, -0.0001
O, -0.0007, 0.0174, -0.0278
Si, -0.0437, -0.0196, -0.03
Si, 0.0121, -0.0015, 0.0051
Si, 0.0029, 0.0284, 0.0079
Si, -0.0108, 0.0121, 0.0144
Si, -0.0015, 0.018, 0.0073
Si, -0.0091, -0.006, 0.0318
Si, 0.0172, -0.0099, -0.1259
Si, -0.041, 0.017, 0.0085
Si, 0.0029, -0.0111, -0.0119
Si, 0.0116, 0.0022, -0.0041
Si, 0.1911, -0.0794, 0.0034
Si, 0.0064, -0.0101, 0.0096
Si, -0.0023, 0.0001, 0.0115
Si, 0.0026, -0.0075, 0.0017
Si, -0.0076, 0.0053, 0.0051
Si, 0.0069, -0.0066, 0.0046
Si, 0.0137, 0.0174, 0.0125
Si, -0.0006, -0.0067, -0.0075
Si, -0.0189, -0.0085, 0.0046
Si, 0.0169, -0.0231, -0.0088
Si, 0.0025, -0.0035, 0.0107
Si, 0.0123, 0.003, -0.0039
Si, 0.0148, 0.0943, -0.1245
Si, -0.0012, 0.0032, 0.0134
Si, 0.0234, -0.0021, 0.0134
Si, -0.0293, -0.0224, 0.0535
Si, 0.0055, 0.0058, 0.0146
Si, 0.0199, 0.0267, 0.008
Si, 0.0243, -0.0177, 0.0242
P, -0.117, -0.2808, -0.2501
Si, -0.0094, -0.0088, 0.0337
Si, 0.0152, -0.0626, -0.0093
Si, -0.0093, 0.0005, 0.004
Si, -0.0038, 0.0262, 0.0093
Si, -0.0063, 0.0886, -0.1212
Si, 0.009, -0.0095, 0.0144
Si, -0.0116, -0.0054, 0.0781
Si, -0.0312, -0.0078, -0.0412
Si, 0.0116, 0.0147, -0.0053
O, 0.0039, -0.0164, -0.0335
O, 0.0351, -0.0109, 0.0007
O, 0.0056, -0.0003, -0.0058
O, -0.0017, -0.0025, -0.0064
O, -0.0062, -0.0053, -0.0065
O, 0.0009, -0.0025, -0.0027
O, -0.0144, -0.017, -0.0318
O, 0.0121, 0.0041, -0.0018
O, 0.004, -0.0004, -0.0031
O, -0.0081, -0.0069, -0.0126
O, -0.0006, -0.0017, 0.0004
O, 0.0224, -0.0074, -0.0006
O, -0.0089, -0.0142, 0.003
O, 0.0047, -0.0007, 0.0015
O, -0.2203, 0.1166, -0.2234
O, -0.0045, -0.0159, -0.0071
O, 0.0332, 0.0212, -0.043
O, 0.0057, -0.005, -0.0015
O, -0.0004, 0.0053, -0.005
O, 0, 0.0007, -0.0041
O, -0.0079, 0.0245, -0.0004
O, -0.0466, 0.0576, 0.004
O, 0.0056, -0.0023, -0.0059
O, -0.0047, 0.0074, -0.0226
O, 0.0257, 0.0187, -0.0103
O, 0.0057, 0.0062, 0.0027
O, 0.0063, 0.0108, -0.0115
O, 0.0012, -0.0118, -0.02
O, 0.003, 0.0027, -0.001
O, 0.0041, 0.0066, 0.0012
O, 0.0053, 0.0049, 0.0011
O, 0.0211, 0.0076, -0.0004
O, -0.0368, 0.0539, -0.0452
O, -0.0036, -0.0075, -0.0087
O, 0.0011, -0.0323, 0.0774
O, 0.0014, 0.0135, -0.0031
O, 0.0033, 0.0056, -0.0026
O, 0.034, 0.0421, 0.0009
O, 0.0076, -0.0114, -0.0003
O, 0.0022, -0.0028, -0.0007
O, 0.0053, -0.0035, -0.0208
O, 0.0117, 0.0124, -0.007
O, 0.0046, -0.0021, 0.0114
O, 0.0126, 0.0078, 0.0052
O, 0.0038, -0.0012, -0.0031
O, 0.0078, 0.011, 0.0041
O, 0.0408, 0.0492, -0.0055
O, -0.0146, -0.0108, 0.0007
O, -0.0004, 0.0011, -0.0092
O, 0.0133, 0.0008, 0.0159
O, 0.022, 0.021, -0.0011
O, -0.0052, -0.0079, -0.0065
O, 0.0057, 0.0022, -0.0065
O, 0.0206, -0.0013, 0.0005
O, 0.0007, 0.0055, 0.0003
O, 0.003, 0.0006, -0.0033
O, -0.0001, -0.0115, 0.0031
O, 0.0198, -0.0085, 0.0067
O, -0.0046, -0.0027, -0.0056
O, 0.0072, 0.0052, 0.0126
O, -0.0016, 0.0023, -0.0018
O, 0.0166, -0.0308, 0.0288
O, 0.0064, 0.0044, -0.0051
O, -0.0072, -0.0149, -0.0079
O, 0.0198, 0.0027, 0.0728
O, -0.0029, -0.0022, -0.0061

The program warned: the cutoff lies below the one the program advises for these potential files; the forces do not sum to zero within the program's tolerance; the exchange-correlation potential is rough where the density is thin.
